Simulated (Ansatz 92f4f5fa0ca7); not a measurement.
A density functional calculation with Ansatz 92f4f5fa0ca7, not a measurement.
Periodic cell of 240 atoms, Si128O80H32, with a vacuum gap, from a study of silicon, its oxide and their interface. The atomic structure is a simulated model.

Settings
functional: r2SCAN
potential files: Ansatz PAW
basis: plane waves
wave-function cutoff: 800 eV
density cutoff ratio: 5
exchange-correlation grid ratio: 1
k mesh: 1 x 1 x 1, shifted by 0.5 0.5 0 of a step
self-consistency stop: 1e-11 eV per atom in the density residual
occupations: fixed
spin: none
net charge: 0
applied field: sawtooth along c, amplitude +0.015 V/angstrom in the program's sign convention, ramp centred at 0.9884 of c and 0.0233 of c wide, no dipole correction

Cell vectors (angstrom)
a 10.88 0 0
b 0 10.88 0
c 0 0 42.9531

Atoms: element, x, y, z (angstrom)
Si -1.7763 -4.2299 29.4289
Si 0.6691 -1.5014 29.2638
Si -1.5083 0.7499 29.3551
Si 1.3859 -7.3796 29.273
Si -6.8493 -4.753 29.4108
Si -4.06 -2.0996 29.2526
Si 3.6213 1.2969 29.1923
Si -4.6377 -6.9404 29.3113
Si -0.2914 -3.0462 30.7386
Si 2.438 -0.3851 30.4074
Si -0.2619 -8.5309 30.5356
Si 2.4632 -5.8764 30.7014
Si -5.6748 -3.1416 30.6102
Si -3.0403 -0.4496 30.6174
Si 5.1305 2.3623 30.6338
Si -3.0022 -5.8386 30.6049
Si -1.6859 -1.7319 32.0668
Si 1.1024 0.9557 31.8936
Si -1.6251 -7.2048 31.921
Si 1.0947 -4.4653 31.978
Si 3.7836 -1.732 31.8482
Si 6.4972 0.9562 31.9259
Si 3.8045 3.6693 32.0685
Si -4.3416 -4.4851 32.015
Si -3.0145 -3.1217 33.3833
Si -0.2661 -0.3603 33.315
Si -2.9913 -8.5703 33.2772
Si -0.2876 -5.8359 33.299
Si 2.469 -3.0925 33.2823
Si 5.1283 -0.3982 33.2684
Si 2.4174 2.2913 33.334
Si 5.1727 -5.8329 33.3688
Si 1.3318 -1.3793 9.6826
Si 4.0783 1.3626 9.6545
Si 1.3782 4.0723 9.5491
Si 4.0658 -4.0903 9.6009
Si 6.8317 -1.3433 9.6294
Si -1.3834 1.3452 9.636
Si 6.8037 4.084 9.6731
Si -1.3611 -4.0501 9.6708
Si 2.7074 -0.0053 10.9938
Si 5.4444 2.7113 11.0294
Si 2.7166 5.3928 10.9306
Si 5.4342 -2.7097 10.9049
Si -2.704 -0.0148 11.0515
Si 0.0099 2.7496 10.8833
Si 8.17 5.4642 11.0184
Si -0.0285 -2.715 11.0959
Si 1.3421 1.4101 12.258
Si 4.0884 4.0905 12.3543
Si 1.3352 -4.193 12.3252
Si 4.076 -1.3878 12.3
Si -4.1097 1.3424 12.4096
Si -1.3054 4.0859 12.301
Si 6.7779 -4.0282 12.3016
Si -1.3397 -1.3288 12.5237
Si -0.1823 0.4017 13.7019
Si 2.4958 2.9155 13.6077
Si 0.2584 -5.7718 13.7483
Si 2.9561 -3.0463 13.5033
Si 5.5781 -0.2562 13.6941
Si -2.4634 2.542 13.5798
Si 5.2282 5.7136 13.6202
Si -3.0637 -2.4607 13.694
Si -1.8645 2.0724 24.5513
Si 3.0233 -6.2213 24.4928
Si -5.0156 -2.1047 26.2632
Si -0.7945 4.1361 19.1402
Si 3.0769 -1.8871 20.9404
Si -2.0537 -2.7998 21.3317
Si 3.3823 2.1467 18.6414
Si 2.1531 -2.7552 16.3805
Si 4.2341 1.9304 24.0405
Si 0.0277 -6.3326 24.3533
Si 3.4985 -4.0679 26.5244
Si -0.0103 -4.8584 16.7354
Si 0.3178 1.3063 18.9649
Si 1.637 -1.823 26.469
Si 4.3347 4.9052 19.4648
Si 4.5053 0.8613 21.3077
Si 4.1113 -2.9944 18.4432
Si 4.3347 1.6284 15.7484
Si -0.4611 -5.9987 27.2972
Si 0.028 -5.0815 21.5086
Si 3.9433 0.1801 26.4298
Si -3.0553 -1.9114 23.9276
Si -2.7405 -8.2175 27.293
Si 7.0645 -2.8517 18.731
Si 3.0243 -4.6512 21.8409
Si 0.2437 -0.6319 21.4994
Si -4.0934 0.8535 23.0492
Si 0.1929 -0.54 16.4804
Si -0.3532 -0.4113 24.4456
Si -2.0137 -2.6053 16.4624
Si 6.5944 3.8662 15.6673
Si 7.1433 4.9067 18.5883
Si -1.6305 -4.4895 34.6818
Si 1.0869 -1.7533 34.6457
Si -1.6359 -9.9001 34.6722
Si 1.0661 -7.1967 34.6673
Si 3.8006 -4.4522 34.6818
Si 6.484 -1.7395 34.6741
Si 3.7966 0.9466 34.6639
Si 6.5419 3.6642 34.6684
Si -0.2653 -3.1221 36.0129
Si 2.4428 -0.4065 36.0109
Si -0.2884 -8.5426 36.0354
Si 2.4314 -5.8301 36.0233
Si 5.1502 -3.1005 36.0458
Si -3.0072 -0.3891 36.0222
Si 5.163 2.3113 36.0137
Si -2.9948 -5.8436 36.0208
Si 1.3541 1.3379 6.9153
Si 4.0899 4.0732 6.9104
Si 1.3514 -4.0666 6.936
Si 4.0779 -1.3539 6.9479
Si 6.7849 1.3728 6.9432
Si -1.3657 4.0865 6.9439
Si 6.8042 -4.0834 6.9209
Si 9.5236 -1.3637 6.9224
Si -0.006 -0.0161 8.2953
Si 2.7359 2.6959 8.2438
Si -0.01 -5.4108 8.2863
Si 2.697 -2.711 8.2932
Si 5.4461 0.0097 8.3003
Si 8.1476 2.7239 8.2974
Si 5.4469 5.4265 8.2779
Si 8.1672 -2.7196 8.2767
O 0.9116 -6.5759 27.9264
O -3.9415 -0.721 23.3085
O 5.1341 -5.8296 28.8362
O -1.1125 -3.7511 17.1531
O -0.0637 4.5154 20.5356
O -0.395 -0.3273 28.8405
O -0.3295 -5.3202 15.2105
O 4.4201 0.9118 27.8014
O 0.6505 0.1702 15.1003
O 3.6881 1.4899 22.5728
O -5.0889 1.5273 24.1247
O 0.2251 -0.0088 22.9896
O 4.8313 0.2482 15.0646
O -0.2821 -5.5738 25.7496
O 1.4008 4.006 14.1372
O -1.3788 1.4441 14.1218
O 3.4717 1.2088 25.2734
O 5.9351 5.1748 14.9907
O 1.8231 1.8156 18.7489
O 6.7166 -1.3332 14.1547
O 2.1592 -2.4633 14.7999
O 5.5411 -2.3426 18.7785
O 7.8194 -2.0544 17.5539
O 5.0493 -0.7959 25.7623
O -1.5956 -1.4153 24.3529
O -0.1073 4.8465 17.8434
O 7.0983 -4.3976 18.304
O 4.1655 1.593 19.93
O 3.0525 2.1943 14.9566
O 1.5801 -1.527 21.4024
O -0.1637 -5.3631 23.0853
O 3.1085 -5.0615 23.3833
O -2.8289 -3.0019 22.7478
O -1.5464 -7.1644 27.4792
O -4.089 -7.6123 27.9266
O -1.1203 -4.0706 21.023
O -2.6569 -3.1949 15.102
O 4.1056 -0.69 21.2143
O 3.6701 -2.7454 16.9175
O 0.9012 -2.2589 27.8344
O 3.3644 -5.5477 25.9137
O -4.7799 1.0317 21.591
O -1.127 -1.3423 16.0281
O 3.7672 -5.7961 20.9683
O 5.9073 4.5246 19.5574
O 2.702 -0.7083 26.9277
O 2.3655 -3.1246 25.8556
O -1.1057 -1.4978 21.3379
O -0.9734 -4.7153 28.1015
O 0.2473 0.4991 20.3582
O 4.1296 -4.5855 18.6845
O -0.1532 0.4402 17.6951
O 3.6827 -3.1824 21.7058
O 4.0861 -4.088 14.087
O -2.6492 1.5568 23.2283
O -4.5858 -1.6888 27.7673
O 5.5323 2.6762 15.6036
O 4.957 -3.4378 26.2511
O -0.844 0.9602 25.1374
O 3.0152 -2.2545 19.3685
O -3.7994 -2.4439 25.2546
O 1.5463 -6.8846 24.4378
O -2.9362 -8.4809 25.7173
O -2.8929 -3.1766 28.8909
O 1.4617 -4.1766 16.7552
O -1.0126 -7.5256 24.1369
O 7.7357 -2.6215 20.1677
O 1.3182 -1.5453 17.0406
O 4.104 -7.3613 24.197
O -2.3507 4.518 19.2826
O 7.0087 4.1482 17.1827
O 7.9093 3.3884 14.8761
O 3.569 3.7549 18.6266
O 0.735 -1.1699 25.3295
O 2.4675 -8.4958 28.7557
O -0.6926 2.5472 19.0007
O 3.9672 1.4436 17.307
O 3.2633 -4.1149 28.1201
O -2.3176 1.3012 28.0472
O 1.5067 -4.4778 21.3188
H 0.5556 -3.9448 36.9453
H -1.0976 -2.3109 36.9453
H 3.2668 -1.2262 36.9433
H 1.6248 0.419 36.9433
H -1.1098 -7.7204 36.9678
H 0.5333 -9.3645 36.9678
H 3.2548 -6.6504 36.9557
H 1.6121 -5.0058 36.9557
H 4.3265 -2.2807 36.9782
H 5.9708 -3.9236 36.9782
H -2.1932 -1.2187 36.9546
H -3.8281 0.4335 36.9546
H 5.9885 1.4932 36.9461
H 4.3449 3.1368 36.9461
H -2.1703 -6.6627 36.9533
H -3.8154 -5.0207 36.9533
H 0.5401 2.1675 5.9829
H 2.1864 0.5267 5.9829
H 4.9079 3.2477 5.9779
H 3.2682 4.8951 5.9779
H 0.5269 -3.2475 6.0036
H 2.1728 -4.8888 6.0036
H 4.8972 -2.1782 6.0155
H 3.257 -0.5312 6.0155
H 7.6087 0.5529 6.0108
H 5.961 2.1924 6.0108
H -0.5447 3.2639 6.0114
H -2.1912 4.9046 6.0114
H 5.9809 -3.2631 5.9884
H 7.6224 -4.9088 5.9884
H 8.703 -0.5406 5.99
H 10.3442 -2.1867 5.99

Results
free energy: -128008.562 eV
free energy less fixed offsets of H -15.71, O -570.45, Si -639.56 eV per atom: -6.162 eV

Forces (eV/angstrom), in the order of the atoms: element, x, y, z
Si 0.0011 0.0063 0.0239
Si 0.0007 0.0062 0.0294
Si 0.0086 0.0045 0.021
Si 0.0036 -0.0041 0.0252
Si 0.0095 -0.0061 0.0286
Si 0.0049 -0.0119 0.0301
Si -0.0053 0.0113 0.0309
Si -0.0033 0.0058 0.0273
Si -0.0091 0.0044 -0.0151
Si -0.0088 0.0012 -0.015
Si 0.0101 -0.0026 -0.0133
Si 0.01 -0.0045 -0.0169
Si 0.0077 -0.0063 -0.0155
Si 0.0047 -0.0036 -0.0142
Si -0.0088 0.0073 -0.0155
Si -0.0072 0.0062 -0.0172
Si 0.0056 -0.0051 0.006
Si 0.0008 0.0024 0.0059
Si -0.0046 0.0043 0.0105
Si -0.0019 -0.0072 0.0135
Si -0.0001 -0.008 0.0093
Si 0.0017 0.0032 0.0108
Si -0.004 0.0021 0.0058
Si 0.0017 -0.0009 0.0027
Si -0.0116 -0.0076 0.0082
Si 0.0015 -0.0017 0.0142
Si 0.0024 0.0013 0.0214
Si -0.0038 0.0005 0.0205
Si 0.0107 0.0003 0.0227
Si -0.0053 -0.0096 0.0239
Si -0.0027 0.0067 0.0113
Si 0.0062 0.0084 0.0123
Si -0.002 -0.0104 -0.0212
Si 0.0056 0.0118 -0.0179
Si 0.0076 -0.0017 -0.013
Si -0.0065 -0.0099 -0.0136
Si 0.0002 -0.0019 -0.0154
Si 0.0018 0.0017 -0.0174
Si -0.0026 -0.0079 -0.0175
Si 0.0027 0.004 -0.0182
Si -0.0006 0.0048 -0.0105
Si -0.0043 0.0016 -0.0077
Si -0.0025 -0.0046 -0.0023
Si -0.0017 0.0063 -0.0026
Si 0.0007 0 -0.0078
Si -0.0001 0.0034 -0.0058
Si 0.0004 0.0007 -0.0079
Si -0.004 -0.0006 -0.0075
Si -0.0074 0.0091 0.0161
Si -0.002 0.0063 0.0156
Si 0.0041 -0.0105 0.0111
Si 0.0053 -0.0107 0.0084
Si 0.0016 -0.0106 0.0112
Si 0.0003 -0.0082 0.0068
Si -0.0077 0.0062 0.0086
Si -0.0052 0.0101 0.0135
Si 0.003 -0.0017 0.016
Si 0.0053 0.0012 0.0136
Si -0.006 0.001 0.0173
Si -0.0066 0.0051 0.0237
Si 0.0015 0.0043 0.0173
Si -0.0045 0.0079 0.0223
Si 0.003 0.0014 0.0111
Si 0.0012 -0.0046 0.0186
Si -0.0031 0.0042 0.0427
Si 0.0008 -0.0016 0.0418
Si -0.0086 0.003 0.0501
Si 0.0049 -0.0092 0.0437
Si -0.0022 0.0033 0.0448
Si 0.0081 0.0049 0.0445
Si 0.0008 -0.011 0.0551
Si 0.0091 -0.0041 0.0227
Si -0.0106 0.011 0.0475
Si -0.0036 -0.0033 0.0533
Si 0.0021 0.0103 0.0336
Si -0.0016 0.0025 0.0523
Si 0.0025 -0.0018 0.0448
Si 0.0037 -0.0067 0.0437
Si -0.0118 0.0047 0.0423
Si -0.0004 -0.0008 0.0516
Si 0.0056 -0.0096 0.051
Si -0.0056 0.0011 0.0501
Si 0.0004 -0.0012 0.0464
Si 0.0034 0.0065 0.0562
Si 0.002 -0.0082 0.0462
Si -0.0001 0.0002 0.0444
Si -0.0053 0.0039 0.0531
Si -0.0011 0.0017 0.0516
Si -0.0048 -0.0018 0.0496
Si -0.0087 0.0032 0.0508
Si 0.0027 0.0066 0.0377
Si -0.0039 0.0017 0.0453
Si 0.0073 -0.003 0.0493
Si -0.0059 0.0047 0.0481
Si -0.0076 -0.0044 0.0524
Si -0.0068 0.0146 0.0399
Si -0.0128 0.0172 0.1792
Si -0.0025 -0.003 0.1743
Si -0.0015 -0.011 0.1872
Si 0.0128 -0.0113 0.1854
Si -0.0002 -0.0183 0.1819
Si 0.0153 -0.0073 0.1862
Si -0.0078 0.0128 0.1809
Si -0.0059 0.0075 0.1774
Si 0.0016 0.015 0.3113
Si -0.0104 -0.0077 0.4006
Si -0.0389 0.0271 0.3546
Si 0.0081 0.0211 0.2353
Si -0.0369 0.0181 0.3805
Si -0.0218 0.0133 0.2274
Si 0.031 -0.0185 0.2985
Si 0.0488 -0.0755 0.4228
Si 0.0629 -0.0297 -0.2695
Si 0.0428 -0.0578 -0.3605
Si -0.0524 0.0375 -0.432
Si -0.0185 0.023 -0.2372
Si 0.0144 0.0272 -0.3731
Si -0.0372 0.0348 -0.2657
Si 0.0028 -0.0272 -0.2434
Si -0.0034 -0.0162 -0.3296
Si -0.0182 0.0126 -0.1936
Si 0.0077 -0.0138 -0.1848
Si -0.006 -0.0051 -0.179
Si 0.0092 0.0034 -0.1796
Si -0.0038 -0.0038 -0.179
Si -0.0017 0.0041 -0.1772
Si 0.0047 0.0036 -0.1893
Si -0.0032 0.0073 -0.1874
O -0.0063 0.006 -0.0147
O 0.0046 0.0055 -0.0205
O 0.0024 -0.0007 -0.0084
O -0.0009 0.0034 -0.0175
O -0.0132 -0.0094 -0.0359
O 0.003 0.0003 -0.0081
O 0.0054 -0.0103 -0.0442
O 0.0025 -0.0122 -0.031
O -0.0084 0.0117 -0.0411
O -0.0039 -0.005 -0.0285
O 0.0061 -0.0035 -0.0148
O -0.0018 0.0013 -0.0352
O 0.0054 -0.0044 -0.0241
O 0.0078 -0.0084 -0.0338
O 0.0002 -0.0043 -0.0039
O 0.0027 0.0038 -0.0063
O 0.0071 0.0119 -0.0245
O -0.0059 0.0128 -0.0221
O 0.0023 -0.0015 -0.0177
O -0.0023 -0.0048 -0.0127
O 0.0112 -0.0015 -0.0477
O -0.0004 0.0001 -0.0091
O 0.0064 0.0017 -0.0275
O 0.0031 -0.0031 -0.0219
O -0.0056 -0.0009 -0.0186
O 0.0099 0.0166 -0.0329
O -0.0051 0.0028 -0.0222
O -0.0111 0.0104 -0.0286
O -0.0042 0.0029 -0.0232
O 0.0046 -0.0092 -0.0261
O -0.0023 0.0122 -0.0311
O -0.0002 0.0078 -0.0324
O 0.0094 -0.0058 -0.0329
O 0.0001 -0.0004 -0.0171
O 0.0051 -0.0076 -0.0198
O -0.0015 0.0019 -0.0186
O -0.0011 0.004 -0.0431
O -0.0071 -0.0071 -0.0198
O -0.0113 0.0068 -0.0322
O 0.0037 -0.0025 -0.0257
O -0.0063 -0.011 -0.0267
O -0.014 0.0001 -0.02
O 0.0033 -0.0027 -0.018
O 0.0102 -0.0059 -0.0268
O 0.0018 -0.003 -0.0192
O 0.0036 -0.0032 -0.0228
O -0.003 0.0027 -0.0192
O 0.0006 -0.0041 -0.0137
O 0.0057 -0.0078 -0.0206
O 0.0043 0.012 -0.0414
O 0.0056 0.0027 -0.006
O 0.0033 -0.0102 -0.0358
O -0.0002 0.0037 -0.0257
O -0.0012 0.0031 -0.0206
O -0.0035 -0.0059 -0.0112
O -0.0111 -0.004 -0.0345
O 0.0018 -0.0025 -0.0178
O 0.0033 0.0011 -0.0143
O 0.0026 -0.0018 -0.0191
O 0.0019 -0.0026 -0.0342
O 0.0081 0.0058 -0.0241
O 0.0004 0.0026 -0.0205
O 0.01 -0.005 -0.0234
O -0.0069 0.0026 -0.0124
O -0.0017 0.0019 -0.0188
O 0.005 0.0001 -0.0197
O -0.0141 -0.0022 -0.0415
O 0.0003 0.0005 -0.0258
O 0.0022 0.0007 -0.0108
O -0.0033 -0.0002 -0.0122
O -0.0069 -0.0104 -0.0394
O 0.0047 -0.0121 -0.0214
O 0.0007 -0.0161 -0.0213
O -0.0133 0.0079 -0.0234
O -0.0021 0.0002 -0.0051
O 0.0031 -0.0079 -0.0186
O 0.0067 -0.0066 -0.0462
O -0.0057 0.0018 -0.0337
O -0.003 0.0096 -0.0205
O -0.0016 -0.0022 -0.0112
H -0.3003 0.3666 -0.2642
H 0.2912 -0.2441 -0.2811
H -0.3597 0.3136 -0.2655
H 0.2628 -0.2736 -0.2819
H 0.3384 -0.3263 -0.2522
H -0.2663 0.261 -0.2819
H -0.2584 0.2799 -0.2857
H 0.3074 -0.3592 -0.2581
H 0.3302 -0.3488 -0.2398
H -0.2424 0.2839 -0.2847
H -0.2793 0.2493 -0.2893
H 0.3572 -0.3 -0.2544
H -0.354 0.3057 -0.2554
H 0.2711 -0.2694 -0.2896
H -0.3395 0.3376 -0.2404
H 0.2449 -0.2809 -0.2987
H 0.2461 -0.2954 0.277
H -0.3839 0.2671 0.2343
H -0.3197 0.374 0.2236
H 0.2698 -0.2532 0.2806
H 0.3487 -0.319 0.2391
H -0.2672 0.2634 0.2857
H -0.2969 0.2646 0.2874
H 0.3446 -0.2968 0.2665
H -0.261 0.2712 0.2762
H 0.338 -0.3429 0.2618
H -0.2529 0.2922 0.2901
H 0.303 -0.3427 0.2545
H 0.2792 -0.2853 0.2691
H -0.3031 0.3343 0.252
H 0.2717 -0.2613 0.27
H -0.3199 0.3366 0.2484

The program warned: the cutoff lies below the one the program advises for these potential files; the forces do not sum to zero within the program's tolerance; empty levels may hold ghost states of the PAW files; the exchange-correlation potential is rough where the density is thin.
